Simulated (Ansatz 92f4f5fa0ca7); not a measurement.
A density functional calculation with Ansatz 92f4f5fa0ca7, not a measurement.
Periodic cell of 224 atoms, Si128O64H32, with a vacuum gap, from a study of silicon, its oxide and their interface. The atomic structure is a simulated model.

Settings: functional r2SCAN; potential files Ansatz PAW; basis plane waves; wave-function cutoff 800 eV; density cutoff ratio 5; exchange-correlation grid ratio 1; k mesh 1 x 1 x 1, shifted by 0.5 0.5 0 of a step; self-consistency stop 1e-11 eV per atom in the density residual; occupations fixed; spin none; net charge 0; applied field sawtooth along c, amplitude -0.015 V/angstrom in the program's sign convention, ramp centred at 0.9879 of c and 0.0243 of c wide, no dipole correction.

Cell vectors (angstrom)
a  10.88  0  0
b  0  10.88  0
c  0  0  41.1842

Atoms and the computed forces on them: element, x, y, z (angstrom), force x, y, z (eV/angstrom)
Si  -3.7974  0.613  26.1854  -0.0035  -0.0029  -0.0312
Si  -0.9013  3.3866  26.2018  -0.0018  0.0107  -0.0335
Si  -4.2591  6.6893  26.1773  0.0062  -0.0124  -0.0286
Si  -1.5308  -1.5289  26.2907  0.009  0.0015  -0.0299
Si  -9.6433  1.0982  26.2126  -0.0028  0.0002  -0.0291
Si  -6.9973  3.9944  26.0586  0.0026  0.004  -0.0286
Si  1.5964  6.1432  26.2117  -0.0103  -0.0031  -0.026
Si  -6.5138  -2.0185  26.1453  -0.0011  -0.0006  -0.0195
Si  -2.6395  2.2936  27.383  0.0009  0.0052  0.0007
Si  0.1117  4.9745  27.5717  0.0062  -0.005  0.0008
Si  -2.6813  -3.1233  27.5393  0.0029  0.0039  -0.0044
Si  0.0548  -0.3926  27.5668  -0.0035  -0.0009  0.0005
Si  -8.0433  2.3261  27.4021  -0.0017  -0.0059  0.0024
Si  -5.402  5.0646  27.4287  -0.0005  -0.0029  -0.0003
Si  2.7826  7.7327  27.4675  -0.0008  0.0032  0.0001
Si  -5.3724  -0.4749  27.5094  0.0012  -0.0068  0.0016
Si  -4.0103  3.6669  28.7351  -0.0042  0.005  -0.0124
Si  -1.2991  6.3644  28.8313  -0.0011  0.0004  -0.0111
Si  -4.0256  -1.7885  28.9262  0.0002  0.002  -0.0117
Si  -1.3192  0.9817  28.8773  0.0029  -0.0046  -0.0153
Si  1.4946  3.6276  28.8879  -0.0036  -0.0014  -0.0155
Si  4.1414  6.3873  28.8611  0.0004  0.0043  -0.015
Si  1.4346  9.0922  28.8312  -0.0034  0.006  -0.01
Si  -6.7201  0.9535  28.7853  0.0017  0.0015  -0.0133
Si  -5.3512  2.3096  30.1374  0.0015  0.0018  0.0048
Si  -2.6711  5.004  30.1576  -0.004  0.0016  0.006
Si  -5.3883  7.7279  30.2409  -0.0021  0.0004  0.0041
Si  -2.6533  -0.4023  30.2282  -0.0019  -0.0009  0.0042
Si  0.0795  2.3038  30.2194  -0.0018  -0.0029  0.0042
Si  2.8124  5.0187  30.2262  0.0014  0.0042  0.0061
Si  0.0714  7.7303  30.1785  -0.0046  0  0.0083
Si  2.7954  -0.4063  30.1616  -0.0044  -0.0006  0.0062
Si  1.3749  -1.3891  8.3036  0.0124  0.0177  -0.1786
Si  4.0776  1.3714  8.2837  -0.0149  -0.0184  -0.1846
Si  1.3358  4.082  8.2901  -0.0084  -0.0053  -0.1862
Si  4.0674  -4.0634  8.2904  -0.0024  -0.0032  -0.1812
Si  6.7902  -1.3547  8.2776  -0.0038  0.0052  -0.1885
Si  -1.3633  1.3725  8.2807  -0.0005  -0.0048  -0.1839
Si  6.7999  4.0547  8.2797  -0.0007  0.0078  -0.1837
Si  -1.3194  6.8245  8.2687  -0.0003  0.0015  -0.1909
Si  2.7296  -0.0037  9.6311  -0.0002  0.0015  -0.0115
Si  5.4257  2.7179  9.6619  -0.0042  0.0001  -0.0196
Si  2.6766  5.4695  9.6248  0.0093  -0.0002  -0.0197
Si  5.4359  -2.7074  9.6472  -0.0046  -0.0008  -0.0215
Si  -2.7237  0.0065  9.6154  -0.0022  -0.0012  -0.0182
Si  -0.018  2.7215  9.6669  -0.0071  -0.0029  -0.0207
Si  8.2066  5.4313  9.5566  -0.0028  -0.005  -0.009
Si  0.0274  -2.7347  9.6992  0.0018  -0.0051  -0.0311
Si  1.3271  1.3047  10.9883  0.0071  -0.0022  -0.0041
Si  4.0214  4.1157  10.954  -0.0007  0.004  -0.0129
Si  1.3761  -4.1087  11.0966  0.0046  -0.0041  -0.0041
Si  4.107  -1.3085  11.0176  -0.0011  0.0034  -0.0076
Si  -4.069  1.344  10.9925  0.0022  -0.0061  -0.0074
Si  -1.3601  4.139  10.9986  -0.0057  0.002  -0.0047
Si  6.8462  -4.1252  10.8871  -0.0013  -0.003  -0.0073
Si  -1.3713  -1.3403  10.982  -0.0073  0.0054  -0.0066
Si  -0.0682  0.0068  12.4163  0.0001  0.0048  0.0167
Si  2.6826  2.6988  12.2817  -0.0037  -0.0027  0.0153
Si  -0.0107  -5.4836  12.4936  -0.0022  -0.0048  0.0109
Si  2.7583  -2.6592  12.3836  0.0002  -0.0047  0.0119
Si  5.5154  -0.0113  12.4255  -0.001  -0.0001  0.0168
Si  -2.7691  2.7978  12.2955  -0.0003  0.0024  0.0122
Si  5.453  5.4686  12.2403  0.0048  0.0038  0.0157
Si  -2.7044  -2.7828  12.2575  0.0045  0.0005  0.0177
Si  1.0925  -1.6183  13.6793  -0.0018  0.002  -0.0442
Si  4.2763  1.6054  13.5826  0.0091  -0.0002  -0.042
Si  1.1061  3.696  13.709  0.0019  -0.0079  -0.045
Si  4.4565  -3.7681  13.5545  0.0026  0.0001  -0.0384
Si  6.7473  -1.6304  13.6709  -0.0022  0.0008  -0.0381
Si  -1.2833  1.651  13.6457  -0.0011  0.0057  -0.0361
Si  -4.4084  3.8628  13.6117  0.0011  -0.0088  -0.0424
Si  -1.2012  -3.8402  13.7151  0.0006  0.0011  -0.0465
Si  -0.4412  6.8619  19.3154  0.0079  -0.007  -0.0791
Si  -5.9029  3.8351  23.088  -0.012  0.0028  -0.0742
Si  4.2883  -1.745  17.818  0.0008  -0.0029  -0.058
Si  1.6965  -1.7951  19.2074  0.0034  0.0028  -0.071
Si  5.2131  2.5032  18.2047  0.0059  -0.0064  -0.0702
Si  2.1874  0.4865  21.3125  -0.0075  -0.0005  -0.0732
Si  -1.8657  -3.1097  21.8559  0.0077  -0.0201  -0.0692
Si  -1.7511  3.5928  23.3859  -0.0017  -0.008  -0.0622
Si  0.822  3.9243  19.2544  0.0044  0.0164  -0.0717
Si  1.419  4.7229  16.5282  0.0029  0.0048  -0.0733
Si  6.7218  4.6749  16.6137  0.0091  0.0074  -0.0615
Si  3.204  0.9632  16.4846  0.0039  0.0013  -0.0712
Si  -3.9446  1.5184  23.3689  0.0059  -0.0061  -0.0652
Si  6.772  -0.1902  18.4926  -0.0099  -0.0009  -0.0808
Si  -2.6309  -0.1557  21.2655  -0.006  -0.0062  -0.0775
Si  -2.332  -0.1228  15.8476  -0.0005  -0.0058  -0.068
Si  -1.4441  -4.7375  16.6233  -0.0045  -0.0045  -0.0729
Si  -7.4057  3.1449  20.541  0.0008  -0.0014  -0.0794
Si  -3.7143  5.8652  23.2374  0.0005  0.0038  -0.0768
Si  0.8025  -0.5217  16.459  0.0119  0.0042  -0.0699
Si  0.2008  -2.9504  24.0595  -0.0071  0.004  -0.0673
Si  2.4714  -0.7925  23.9729  -0.0015  0.0119  -0.0765
Si  -0.3437  2.0653  21.2763  0.0128  -0.0045  -0.0658
Si  4.0307  -4.5413  16.4185  0.0017  -0.0118  -0.0277
Si  -4.0201  0.9632  31.5478  -0.0099  -0.0061  0.0197
Si  -1.2961  3.6757  31.54  -0.0003  -0.0025  0.0195
Si  -4.0092  6.3557  31.5522  -0.0107  0.0012  0.0181
Si  -1.2759  9.0987  31.5445  -0.0021  0.0095  0.0199
Si  1.4352  0.9235  31.5492  -0.0107  0.0039  0.0192
Si  -6.6984  3.6508  31.5417  0.0131  -0.0015  0.0225
Si  1.425  6.3804  31.5502  -0.0089  -0.0028  0.02
Si  4.1354  9.1194  31.553  0.0028  -0.0036  0.0187
Si  -2.6501  2.3127  32.9001  -0.0059  -0.0085  0.1834
Si  0.0586  5.0306  32.9037  -0.0018  -0.0057  0.1777
Si  -2.6403  7.7316  32.8863  -0.0153  -0.0069  0.1809
Si  0.0812  -0.4314  32.9126  -0.0095  0.0057  0.1782
Si  -8.0767  2.2936  32.8872  -0.0117  0.0041  0.1808
Si  -5.3592  5.0033  32.919  -0.002  0.0194  0.178
Si  2.7768  7.7506  32.9019  0.0091  0.0063  0.188
Si  -5.3755  -0.4053  32.9019  0.0009  -0.0038  0.1751
Si  -4.0019  3.6535  34.2791  0.0043  0.0546  0.3294
Si  -1.2931  6.3882  34.2656  0.0171  -0.0214  0.3044
Si  -4.0032  9.0958  34.2298  -0.0475  0.0491  0.3056
Si  -1.2913  0.9417  34.243  0.0137  -0.0176  0.3125
Si  1.4271  3.6516  34.2309  0.0108  0.0494  0.2994
Si  -6.737  6.3817  34.2415  0.0443  -0.0329  0.3149
Si  1.4307  -1.7854  34.2789  -0.0252  0.0251  0.3242
Si  -6.7273  0.9497  34.2648  -0.0103  -0.0577  0.3174
Si  0.0094  -0.0087  6.9581  0.0073  0.0113  -0.2597
Si  2.7151  2.7322  6.9426  -0.0153  -0.0125  -0.3478
Si  0.0036  5.4421  6.9081  0.009  0.0202  -0.335
Si  2.7195  -2.7233  6.9127  0.011  0.0121  -0.3237
Si  5.4338  0.0049  6.9209  -0.0207  0.0055  -0.2942
Si  8.1521  2.7101  6.908  -0.0015  -0.0317  -0.3444
Si  5.4338  5.4392  6.9535  0.0117  -0.006  -0.3077
Si  8.1662  -2.7107  6.936  0.0311  0.0364  -0.3624
O  3.858  -4.5972  14.8176  -0.0042  -0.0064  0.0703
O  -6.4011  3.559  24.6032  -0.0166  0.0013  0.0595
O  -2.6363  -0.4556  25.7404  0.0015  -0.0017  0.0163
O  -3.7679  0.3028  22.3254  -0.0108  0.0165  0.0363
O  -3.2468  -0.4678  19.8164  0.0181  0.0028  0.0595
O  1.8237  0.3803  24.8754  -0.0159  0.0118  0.0421
O  -5.3797  -3.1025  25.6672  0.0007  0.0009  0.0226
O  -0.0388  5.3952  16.2897  -0.0001  -0.0014  0.0231
O  -7.1489  -1.4149  24.7677  0.0142  -0.0116  0.0418
O  6.9869  4.4591  15.0323  0.0054  0.0059  0.0526
O  3.8085  -0.419  17.0476  0.0067  -0.0136  0.0332
O  0.8599  6.7114  24.8773  0.0167  -0.0188  0.0362
O  -3.553  6.1044  24.8298  -0.0017  0.0118  0.0476
O  -7.7191  1.5431  20.563  -0.0023  -0.0067  0.0351
O  -0.6183  3.286  22.2951  -0.0133  0.0139  0.0405
O  -1.5736  1.0485  21.1256  -0.0019  0.0029  0.022
O  -0.0822  2.6467  14.1485  -0.0011  0.0003  0.0134
O  -7.9091  -0.1861  22.5581  0.0023  -0.0165  0.0554
O  -3.2814  7.2015  22.4322  -0.014  -0.0156  0.0322
O  0.0064  5.3102  19.389  -0.0026  -0.0004  0.0258
O  1.5784  0.9077  16.6609  0.0063  -0.0012  0.0238
O  -0.8806  -2.178  24.9608  -0.013  0.012  0.0421
O  5.5849  -2.7062  14.1375  0.0022  -0.002  0.0138
O  -1.8757  -4.0895  15.1955  0.0034  -0.0066  0.0456
O  2.1929  4.0051  20.089  0.0111  -0.007  0.0279
O  -5.2129  5.3059  22.9548  0.006  -0.0014  0.0215
O  -6.1813  3.3449  19.4932  -0.0143  0.0024  0.0472
O  5.3542  2.7472  14.0441  0.0004  -0.0022  0.0114
O  1.5616  -1.176  15.1779  -0.0046  0.0115  0.0421
O  -5.0204  1.1183  18.7105  0.0035  -0.0043  0.0225
O  2.6451  -5.1802  16.9998  -0.0069  0.0014  0.0284
O  -0.0489  2.6824  19.8104  -0.0133  -0.0149  0.0319
O  8.1461  5.2768  17.1371  0.0036  -0.0041  0.0181
O  -0.0082  -2.773  13.9989  0.003  -0.0037  0.0225
O  3.9144  2.194  17.2646  0.012  0.0079  0.0293
O  7.7564  0.072  17.2337  -0.0164  0.0037  0.0536
O  5.8166  -1.485  18.2753  0.009  0.0108  0.0186
O  5.4077  -5.277  16.8582  0.0017  -0.0018  0.0144
O  0.1429  2.2129  25.7296  0.0036  0.0009  0.0158
O  7.6638  -1.1672  14.961  0.0123  0.0061  0.0357
O  1.0493  -1.3743  17.7937  0.0081  -0.0152  0.0552
O  -1.2295  4.159  24.8009  0.0055  0.003  0.0486
O  -4.549  1.0325  24.789  -0.0012  -0.0089  0.0503
O  -7.5916  -2.0686  19.0548  -0.0188  0.001  0.0324
O  1.1829  3.6468  17.7048  -0.0082  -0.0092  0.0537
O  0.8526  -3.0968  19.6561  -0.0059  0.0015  0.026
O  -4.8844  2.6405  22.7094  0.0017  -0.0006  0.0258
O  0.9252  1.2961  21.8974  -0.0046  -0.007  0.025
O  1.3716  -1.9262  23.6331  -0.0013  -0.0015  0.0212
O  2.7111  5.0717  25.683  0.0021  0.0033  0.0199
O  -0.791  -0.5283  16.1716  0.0199  -0.0089  0.033
O  -0.5997  7.3516  22.7842  0.0165  -0.0048  0.0431
O  6.3697  3.3049  17.4032  -0.0094  -0.0153  0.0322
O  -2.7073  4.7079  22.7488  -0.0023  0.0009  0.0202
O  -2.5136  2.1985  23.6962  -0.0025  0.0006  0.0253
O  4.1879  -3.0076  16.8442  -0.001  0.0193  0.0297
O  -1.6067  7.1519  20.3903  -0.0188  0.0103  0.054
O  -2.1822  1.2278  14.9588  -0.0048  -0.0168  0.0331
O  -1.9227  -1.4982  21.8014  0.0031  -0.0186  0.0294
O  -7.0852  3.727  22.0099  0.0155  0.0105  0.0541
O  -1.0693  -3.7194  17.8376  0.0083  0.0071  0.0476
O  1.5816  -0.6123  20.2966  0.0017  0.0256  0.0519
O  3.5564  1.0448  14.9186  -0.0121  -0.0043  0.0563
O  1.853  4.0659  15.1179  -0.0064  0.0167  0.0478
H  -3.1895  4.4845  35.2116  -0.2856  -0.3163  -0.2579
H  -4.8224  2.8304  35.2116  0.3295  0.2948  -0.2648
H  -2.1164  5.5679  35.1981  0.291  0.3038  -0.2755
H  -0.4692  7.2079  35.1981  -0.319  -0.3004  -0.2718
H  -3.1837  9.9198  35.1622  -0.2897  -0.3193  -0.2578
H  -4.8276  8.2766  35.1622  0.2982  0.292  -0.2633
H  -0.4717  1.7657  35.1754  -0.3122  -0.3129  -0.2496
H  -2.1111  0.1179  35.1754  0.2929  0.3113  -0.2548
H  0.6005  2.8345  35.1633  0.3325  0.2881  -0.266
H  2.2481  4.4742  35.1633  -0.2972  -0.2984  -0.2544
H  -7.5553  5.5564  35.1739  0.2809  0.3148  -0.2535
H  -5.9119  7.2001  35.1739  -0.3048  -0.2909  -0.2503
H  0.6057  -2.604  35.2114  0.318  0.3076  -0.259
H  2.25  -0.9611  35.2114  -0.2776  -0.2975  -0.2686
H  -7.5477  0.1264  35.1972  0.2806  0.2998  -0.2687
H  -5.8977  1.7636  35.1972  -0.3319  -0.2936  -0.2741
H  -0.8202  -0.8225  6.0256  0.3168  0.301  0.2719
H  0.8299  0.8144  6.0256  -0.2559  -0.3285  0.2725
H  1.9026  1.9012  6.0102  0.2775  0.3107  0.2578
H  3.5383  3.5525  6.0102  -0.3302  -0.2922  0.2618
H  0.828  6.2613  5.9757  -0.2583  -0.3666  0.2577
H  -0.8215  4.6237  5.9757  0.2496  0.3132  0.2843
H  3.5393  -1.8995  5.9803  -0.3118  -0.2831  0.2746
H  1.8999  -3.5473  5.9803  0.3079  0.301  0.2803
H  6.2603  0.8219  5.9885  -0.3249  -0.2999  0.2772
H  4.6142  -0.8191  5.9885  0.2837  0.3101  0.2804
H  8.9704  3.5354  5.9756  -0.2964  -0.2644  0.2841
H  7.3311  1.8875  5.9756  0.3434  0.2917  0.2617
H  4.6099  4.6195  6.021  0.3022  0.3258  0.2616
H  6.2588  6.2578  6.021  -0.2868  -0.2782  0.277
H  7.3469  -3.535  6.0036  0.3106  0.2505  0.2724
H  8.9865  -1.8875  6.0036  -0.3516  -0.2837  0.239

Results
free energy: -118880.655 eV
free energy less fixed offsets of H -15.71, O -570.45, Si -639.56 eV per atom: -5.455 eV

The program warned: the cutoff lies below the one the program advises for these potential files; the forces do not sum to zero within the program's tolerance; empty levels may hold ghost states of the PAW files; the exchange-correlation potential is rough where the density is thin.
